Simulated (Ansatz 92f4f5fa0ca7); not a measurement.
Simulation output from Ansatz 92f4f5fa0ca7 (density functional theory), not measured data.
Periodic cell of 351 atoms, Si241O110, from a study of silicon, its oxide and their interface. The atomic structure is a simulated model.
Doubt: the cutoff is far below the 930 eV that the study's wrapper takes by default for these files, so forces and energies are approximate.

Settings
functional: PBE
potential files: Ansatz PAW
basis: plane waves
wave-function cutoff: 580 eV
density cutoff ratio: 5
exchange-correlation grid ratio: 1
k mesh: 1 x 1 x 1, Gamma-centred
self-consistency stop: 5e-08 eV per atom in the density residual
occupations: fixed
spin: none
net charge: 0

Cell vectors (angstrom)
a, 11.6015, 0, 0
b, 0, 13.3963, 0
c, 0, 0, 40.4175

Atoms: element, x, y, z (angstrom)
Si, 0, 2.2327, 1.1851
Si, 3.8672, 2.2327, 1.1851
Si, 7.7343, 2.2327, 1.1851
Si, 1.9336, 5.5818, 1.1851
Si, 5.8008, 5.5818, 1.1851
Si, 9.6679, 5.5818, 1.1851
Si, 0, 8.9308, 1.1851
Si, 3.8672, 8.9308, 1.1851
Si, 7.7343, 8.9308, 1.1851
Si, 1.9336, 12.2799, 1.1851
Si, 5.8008, 12.2799, 1.1851
Si, 9.6679, 12.2799, 1.1851
Si, 1.9336, 1.1164, 1.9745
Si, 5.8008, 1.1164, 1.9745
Si, 9.6679, 1.1164, 1.9745
Si, 0, 4.4654, 1.9745
Si, 3.8672, 4.4654, 1.9745
Si, 7.7343, 4.4654, 1.9745
Si, 1.9336, 7.8145, 1.9745
Si, 5.8008, 7.8145, 1.9745
Si, 9.6679, 7.8145, 1.9745
Si, 0, 11.1635, 1.9745
Si, 3.8672, 11.1635, 1.9745
Si, 7.7343, 11.1635, 1.9745
Si, 1.9336, 1.1164, 4.3426
Si, 5.8008, 1.1164, 4.3426
Si, 9.6679, 1.1164, 4.3426
Si, 0, 4.4654, 4.3426
Si, 3.8672, 4.4654, 4.3426
Si, 7.7343, 4.4654, 4.3426
Si, 1.9336, 7.8145, 4.3426
Si, 5.8008, 7.8145, 4.3426
Si, 9.6679, 7.8145, 4.3426
Si, 0, 11.1635, 4.3426
Si, 3.8672, 11.1635, 4.3426
Si, 7.7343, 11.1635, 4.3426
Si, 0, 0, 36.077
Si, 3.8672, 0, 36.077
Si, 7.7343, 0, 36.077
Si, 1.9336, 3.3491, 36.077
Si, 5.8008, 3.3491, 36.077
Si, 9.6679, 3.3491, 36.077
Si, 0, 6.6981, 36.077
Si, 3.8672, 6.6981, 36.077
Si, 7.7343, 6.6981, 36.077
Si, 1.9336, 10.0472, 36.077
Si, 5.8008, 10.0472, 36.077
Si, 9.6679, 10.0472, 36.077
Si, 0, 0, 38.4451
Si, 3.8672, 0, 38.4451
Si, 7.7343, 0, 38.4451
Si, 1.9336, 3.3491, 38.4451
Si, 5.8008, 3.3491, 38.4451
Si, 9.6679, 3.3491, 38.4451
Si, 0, 6.6981, 38.4451
Si, 3.8672, 6.6981, 38.4451
Si, 7.7343, 6.6981, 38.4451
Si, 1.9336, 10.0472, 38.4451
Si, 5.8008, 10.0472, 38.4451
Si, 9.6679, 10.0472, 38.4451
Si, 0, 2.2327, 39.2345
Si, 3.8672, 2.2327, 39.2345
Si, 7.7343, 2.2327, 39.2345
Si, 1.9336, 5.5818, 39.2345
Si, 5.8008, 5.5818, 39.2345
Si, 9.6679, 5.5818, 39.2345
Si, 0, 8.9308, 39.2345
Si, 3.8672, 8.9308, 39.2345
Si, 7.7343, 8.9308, 39.2345
Si, 1.9336, 12.2799, 39.2345
Si, 5.8008, 12.2799, 39.2345
Si, 9.6679, 12.2799, 39.2345
Si, 0.2651, -0.0225, 28.8741
Si, 3.8983, 0.0551, 29.2733
Si, 7.9608, 0.1418, 28.915
Si, 2.0798, 3.4715, 28.7567
Si, 5.8606, 3.2632, 29.1147
Si, 9.605, 3.5599, 28.8901
Si, 0.1236, 6.972, 28.8287
Si, 4.0229, 6.77, 28.8582
Si, 7.7648, 6.8886, 29.0042
Si, 2.0219, 10.3066, 29.1202
Si, 5.8987, 10.2337, 29.2843
Si, 9.5744, 9.9241, 28.8338
Si, 0.0472, 2.3239, 29.3967
Si, 3.8563, 2.3249, 29.8688
Si, 7.8609, 2.3017, 29.8808
Si, 2.0146, 5.7063, 29.5637
Si, 5.8987, 5.5902, 29.6729
Si, 9.7852, 5.7918, 29.645
Si, 0.039, 9.1136, 29.721
Si, 3.9192, 9.0103, 29.7271
Si, 7.7535, 9.0044, 30.0175
Si, 2.0071, 12.4006, 30.1666
Si, 5.9652, 12.4928, 29.8585
Si, 9.8197, 12.2328, 29.5182
Si, 0.0264, 2.2876, 31.9082
Si, 3.865, 2.2926, 32.2101
Si, 7.7928, 2.266, 32.2104
Si, 1.9687, 5.6401, 31.9957
Si, 5.8526, 5.6053, 32.0721
Si, 9.7276, 5.6675, 32.0483
Si, 0.0384, 9.0034, 32.1086
Si, 3.9061, 8.9651, 32.1101
Si, 7.7888, 8.976, 32.3146
Si, 1.9539, 12.3367, 32.4322
Si, 5.8718, 12.3862, 32.206
Si, 9.7367, 12.2799, 31.986
Si, 1.9072, 1.2218, 32.9596
Si, 5.8245, 1.1985, 32.9862
Si, 9.7466, 1.1215, 32.841
Si, 0.0397, 4.4976, 32.8171
Si, 3.888, 4.5424, 32.8933
Si, 7.7998, 4.5269, 32.8944
Si, 1.9629, 7.849, 32.878
Si, 5.8228, 7.8261, 32.9312
Si, 9.7438, 7.8497, 32.9537
Si, -0.0086, 11.1894, 32.9782
Si, 3.9418, 11.1927, 32.9586
Si, 7.8031, 11.2439, 32.9425
Si, 1.92, 1.1393, 35.3122
Si, 5.8022, 1.1274, 35.3259
Si, 9.6871, 1.1097, 35.2454
Si, 0.0052, 4.4628, 35.2337
Si, 3.8665, 4.4786, 35.2734
Si, 7.7436, 4.4761, 35.2739
Si, 1.934, 7.8131, 35.2651
Si, 5.7952, 7.8086, 35.2937
Si, 9.6828, 7.8125, 35.3068
Si, -0.0133, 11.1622, 35.3219
Si, 3.883, 11.1598, 35.3096
Si, 7.7478, 11.179, 35.3009
Si, -0.0073, 0.0037, 5.1281
Si, 3.8753, -0.0036, 5.1534
Si, 7.7167, -0.0102, 5.1625
Si, 1.9323, 3.342, 5.1774
Si, 5.7971, 3.3506, 5.13
Si, 9.6742, 3.3432, 5.1323
Si, 0.0026, 6.6797, 5.1081
Si, 3.8605, 6.6892, 5.1602
Si, 7.7253, 6.6796, 5.1123
Si, 1.9359, 10.0537, 5.0735
Si, 5.788, 10.057, 5.1296
Si, 9.6609, 10.0471, 5.0953
Si, -0.0514, -0.0205, 7.4936
Si, 3.8728, -0.0385, 7.5402
Si, 7.6561, -0.0675, 7.557
Si, 1.9241, 3.2831, 7.5845
Si, 5.7809, 3.3212, 7.4963
Si, 9.6731, 3.2945, 7.5007
Si, -0.0126, 6.6074, 7.4585
Si, 3.8106, 6.6436, 7.5515
Si, 7.677, 6.6075, 7.4662
Si, 1.9013, 10.05, 7.3997
Si, 5.7209, 10.034, 7.4955
Si, 9.6163, 10.002, 7.4354
Si, -0.0283, 2.1696, 8.3947
Si, 3.899, 2.1824, 8.3567
Si, 7.7186, 2.1991, 8.2514
Si, 1.8826, 5.5106, 8.3969
Si, 5.7455, 5.5234, 8.3611
Si, 9.6355, 5.5311, 8.2558
Si, -0.0112, 8.8752, 8.0639
Si, 3.7686, 8.9142, 8.2449
Si, 7.6543, 8.8553, 8.1152
Si, 1.8948, 12.2697, 8.2237
Si, 5.73, 12.1978, 8.4949
Si, 9.6177, 12.2191, 8.2622
Si, -0.059, 2.0863, 10.818
Si, 3.9606, 2.1115, 10.7478
Si, 7.7301, 2.1918, 10.5969
Si, 1.813, 5.4335, 10.8196
Si, 5.6772, 5.47, 10.773
Si, 9.6131, 5.5024, 10.6187
Si, -0.0399, 8.832, 10.3574
Si, 3.6431, 8.8874, 10.5975
Si, 7.5578, 8.7424, 10.4188
Si, 1.7951, 12.2612, 10.5654
Si, 5.6263, 12.0846, 11.0051
Si, 9.5133, 12.1375, 10.6185
Si, 1.9937, 1.0579, 11.4671
Si, 5.9614, 0.9775, 11.5878
Si, 9.5343, 0.9415, 11.4726
Si, -0.1705, 4.3132, 11.5705
Si, 3.7602, 4.3023, 11.6035
Si, 7.7045, 4.4356, 11.4658
Si, 1.757, 7.7219, 11.4415
Si, 5.5593, 7.7637, 11.2885
Si, 9.6166, 7.8019, 11.102
Si, -0.1062, 11.0102, 11.2241
Si, 3.4593, 11.022, 11.644
Si, 7.6555, 10.8534, 11.3812
O, 5.8906, 3.9172, 14.4864
O, 12.5916, -0.6817, 14.2071
O, 13.185, 2.4982, 24.872
O, 5.9906, 11.5865, 16.2273
O, 3.8827, 2.4847, 15.3606
O, 6.4751, 1.0286, 13.2044
O, 7.9897, 4.5536, 13.1072
O, 11.6436, 10.721, 12.8625
O, 3.0782, -0.3936, 20.9715
O, 5.2121, 8.0145, 12.9125
O, 2.7469, 10.9243, 13.1998
O, 0.499, 7.9309, 15.5849
O, 15.3878, 10.5741, 21.3385
O, 1.4937, -2.6555, 23.0437
O, 6.9689, 3.7719, 25.4948
O, 6.2594, 10.4388, 27.6857
O, 12.4712, 13.1117, 27.3009
O, -0.8704, -2.0431, 24.1362
O, 2.1762, 10.7976, 27.5121
O, 5.7764, 2.7543, 27.5426
O, 13.8255, 7.6538, 25.7429
O, -1.043, 9.4626, 17.1378
O, 9.267, 9.4317, 27.2381
O, 11.487, 6.5596, 24.7645
Si, 4.6173, 8.2266, 18.5507
Si, 14.4847, -10.9106, 18.6995
Si, 0.4331, 9.3426, 16.3956
Si, -2.9969, 3.6514, 25.7668
Si, 9.3149, 6.5892, 21.3013
Si, 3.0551, 31.4118, 22.9759
Si, 10.9328, 9.1142, 20.923
Si, 15.9072, 3.9071, 14.7234
Si, 3.5475, 13.8912, 22.2507
Si, 2.0094, 9.6637, 19.0973
Si, 19.3067, 15.7471, 20.4449
Si, -5.7273, 15.9939, 25.9348
Si, 8.2953, -4.9892, 26.3613
Si, 11.6949, 2.106, 19.3429
Si, 19.0935, 4.0025, 14.5644
Si, 16.4575, -10.3874, 21.0711
Si, 19.4889, 1.0477, 14.0797
Si, 15.367, -1.6374, 20.2015
Si, -2.4903, -4.424, 16.5309
Si, 21.2438, 17.662, 19.2071
Si, 4.115, 27.9437, 16.262
Si, 12.8418, 2.3893, 23.2568
Si, 12.2103, 7.7138, 25.6914
Si, 23.3225, 10.1181, 23.7229
Si, 3.9926, 7.3807, 22.9293
Si, 21.8389, 14.7539, 21.8654
Si, 13.9117, 12.3562, 26.9805
Si, 6.754, -0.3954, 16.4351
Si, 12.8389, -2.254, 13.8853
Si, -5.1036, 8.0566, 21.0367
Si, -2.434, 5.8057, 16.4089
Si, -4.8143, 12.8361, 19.4794
Si, -8.6342, 10.1201, 22.6776
Si, 2.8503, 16.7051, 25.5588
Si, -2.1531, 12.1891, 23.5587
Si, -3.5013, 14.1394, 25.6998
Si, -3.3251, 10.6573, 21.2096
Si, 6.2328, -3.3749, 16.5604
Si, 17.4168, 23.4791, 26.1774
Si, -0.1269, 4.8501, 14.691
Si, 1.6141, 7.2767, 14.5922
Si, 4.1988, 33.342, 16.0227
Si, -1.7203, 6.3263, 24.4691
Si, 12.4101, 16.0101, 16.6621
Si, 3.8368, 7.6658, 25.9139
Si, 4.1346, -1.4664, 24.6087
Si, 13.583, 13.935, 14.5491
Si, -2.8955, -4.4036, 13.5752
Si, 6.076, 21.3716, 14.2809
O, -0.4162, 4.1899, 13.2272
O, 3.6209, -9.174, 13.2735
O, 9.8582, 8.2628, 12.6974
O, 5.462, 11.5564, 25.5082
O, 13.2302, 7.9312, 13.0995
O, 9.6201, 18.4911, 17.8073
O, 16.847, -1.1797, 19.6175
O, 11.2742, 15.5573, 22.8641
O, -4.6302, 14.3515, 20.0374
O, -11.6096, 3.7764, 15.8995
O, 3.5558, 13.196, 27.6537
O, 10.4089, 7.5979, 20.5993
O, -5.9772, 20.1597, 15.252
O, 18.0499, 3.3127, 20.8692
O, 16.0592, 7.1812, 24.4882
O, 25.6551, 16.9563, 27.1154
O, 18.7205, 22.6659, 25.5773
O, 8.0878, 15.8979, 14.805
O, 2.0493, 16.7095, 17.5247
O, 7.6226, 7.7828, 13.8247
O, 14.6826, -5.9231, 15.276
O, -3.7892, 11.9033, 20.2974
O, 13.9626, 1.1866, 13.0979
O, 3.0578, -8.747, 24.6256
O, 15.7921, 6.6979, 27.1872
O, 9.0969, 7.5673, 25.209
O, 15.2129, 1.2979, 17.8225
O, 11.1035, 9.176, 22.546
O, 9.3818, 4.8413, 24.9697
O, 9.9889, 13.2912, 22.4983
O, -4.2569, 12.9195, 17.9454
O, 11.6661, 20.7863, 27.2047
O, -2.2383, 18.5921, 20.4958
O, 7.856, 13.2992, 15.2616
O, 4.0072, 3.219, 19.6531
O, 3.8413, 18.3778, 15.857
O, 19.3797, 7.088, 21.1788
O, 20.1093, 16.4638, 19.2006
O, 8.0317, 10.354, 12.9487
O, 1.4966, 9.3828, 17.6015
O, 12.5716, 10.4355, 15.3187
O, 2.7601, 12.3217, 25.419
O, 14.2976, -2.2253, 19.1033
O, 14.4582, 8.5169, 22.6788
O, 20.4374, 20.769, 16.7441
O, 0.2863, -4.1905, 25.0734
O, 12.803, 28.3917, 15.4766
O, -3.4146, 0.2741, 27.2641
O, 4.4819, -4.2634, 26.2512
O, 5.377, 7.6841, 22.1481
O, 7.0576, 9.5759, 21.2094
O, 22.7312, 17.0324, 19.4824
O, -3.8341, 9.7262, 17.1038
O, 8.4742, -2.2457, 22.7582
O, 5.1452, 22.8965, 17.6594
O, -5.0749, 14.564, 25.4494
O, 27.1464, 23.8838, 23.9011
O, 3.2802, 13.4144, 15.4191
O, 23.1167, 15.144, 17.7448
O, -5.9137, 14.2191, 16.3302
O, 9.6496, 6.3648, 22.8695
O, 9.1852, 0.7825, 13.1112
O, 7.6536, 20.6703, 27.3711
O, 12.8511, 5.6964, 14.5009
O, 4.3099, -0.3308, 23.4467
O, 8.6179, 12.9117, 24.7656
O, 9.3237, 9.435, 14.9886
O, 2.1629, 1.1543, 22.7571
O, 9.0375, 17.1856, 27.3367
O, 13.3163, 3.7884, 22.5308
O, 8.795, 15.5277, 21.6723
O, -5.6727, 9.3532, 15.1109
O, 15.931, 15.9863, 25.3996
O, 10.267, 5.8089, 15.2028
O, 13.2929, 1.9829, 19.7118
O, -0.7057, 14.5302, 20.3748
O, 0.747, -3.9193, 20.1538
O, -3.7007, 4.9715, 15.8053
O, 4.378, 17.3541, 22.2963
O, 9.6935, -3.2649, 20.5582
O, 5.8033, 7.831, 19.5822
O, 14.7074, 6.1215, 22.4109
O, 3.2322, 8.59, 19.3478
O, -7.2712, 20.3341, 17.5903
O, 9.0076, 2.0919, 25.368
O, 4.6606, 14.9031, 21.6555

Results
free energy: -215760.559 eV
free energy less fixed offsets of O -568.88, Si -635.61 eV per atom: -1.749 eV

Forces (eV/angstrom), in the order of the atoms: element, x, y, z
Si, 0.0011, 0.0409, 0.0178
Si, 0.0116, 0.0089, 0.0153
Si, 0.0052, 0.0337, -0.0139
Si, -0.0011, 0.0128, -0.0198
Si, 0.0086, 0.0101, 0.0337
Si, -0.0025, -0.0026, 0.0171
Si, 0.0134, 0.0021, 0.0257
Si, -0.0015, 0.0185, 0.0069
Si, 0.003, 0.0052, 0.0153
Si, 0.0129, -0.0249, -0.0006
Si, -0.0046, -0.0055, -0.0154
Si, 0.0061, -0.0057, -0.0141
Si, 0.0158, -0.011, -0.0177
Si, 0.0026, -0.0189, -0.0095
Si, -0.0622, -0.0469, -0.0147
Si, 0.0406, -0.0783, 0.0046
Si, -0.0504, -0.0122, -0.0011
Si, 0.0091, -0.0691, 0.0015
Si, 0.0191, -0.053, -0.0027
Si, -0.04, -0.0036, -0.0049
Si, -0.0145, -0.0411, -0.0161
Si, -0.0331, 0.0336, -0.0059
Si, 0.0163, 0.0442, 0.0044
Si, -0.038, 0.0106, -0.0035
Si, 0.0555, 0.0099, 0.2091
Si, -0.0115, -0.0414, 0.0436
Si, -0.17, -0.0691, 0.097
Si, 0.092, -0.1923, -0.0691
Si, -0.116, -0.0405, 0.1276
Si, 0.0175, -0.1596, -0.09
Si, 0.0538, -0.1205, -0.0366
Si, -0.142, -0.0165, 0.1554
Si, -0.0306, -0.1274, 0.0027
Si, -0.0711, 0.0882, -0.173
Si, 0.0627, 0.137, -0.2443
Si, -0.1486, 0.0678, -0.0838
Si, -0.0531, 0.0605, 0.1378
Si, -0.0798, 0.0662, -0.0261
Si, 0.1998, 0.1307, 0.0095
Si, -0.0406, 0.2386, 0.0332
Si, 0.0264, 0.2228, -0.0359
Si, 0.1252, -0.033, -0.3172
Si, 0.1413, -0.1294, -0.0665
Si, -0.0795, 0.0217, 0.0619
Si, 0.0277, 0.0221, -0.0021
Si, 0.0211, -0.0623, -0.0888
Si, 0.178, -0.0392, 0.0475
Si, -0.0623, -0.0295, 0.2432
Si, -0.014, 0.0164, -0.0125
Si, -0.0294, 0.0129, 0.011
Si, 0.0633, 0.0611, -0.0072
Si, -0.0059, 0.1079, 0.0071
Si, 0.0125, 0.087, 0.0133
Si, 0.0308, -0.0071, 0.0123
Si, 0.0602, -0.0477, -0.001
Si, -0.032, 0.0223, -0.0004
Si, 0.0065, 0.0275, 0.013
Si, 0.0141, -0.0086, 0.0194
Si, 0.0587, -0.0082, 0.0114
Si, -0.029, -0.0093, 0.0038
Si, 0.0053, -0.0407, -0.013
Si, -0.0105, -0.0085, -0.0293
Si, -0.0116, -0.034, -0.0094
Si, 0.0001, -0.015, 0.0473
Si, -0.0083, -0.0128, -0.0042
Si, 0.0011, 0.0075, -0.0292
Si, -0.0188, 0.0041, -0.0249
Si, -0.0001, -0.0146, -0.0115
Si, 0.0025, 0.0002, 0.0296
Si, -0.0138, 0.0222, -0.0025
Si, 0.0054, 0.0009, -0.0328
Si, -0.0047, -0.0018, 0.0118
Si, -0.0008, 0.0032, -0.0119
Si, -0.0009, -0.0027, -0.0056
Si, 0.0068, 0.0058, -0.0065
Si, 0.0115, 0.0059, -0.0091
Si, 0.0026, -0.0031, -0.0144
Si, -0.006, 0.0003, -0.0093
Si, 0.0003, 0.0064, -0.0103
Si, -0.0039, -0.0058, -0.0118
Si, -0.0114, 0.0067, -0.0096
Si, 0.005, 0.0042, -0.0116
Si, 0.0106, 0.0013, 0.0001
Si, 0.003, -0.0015, -0.0133
Si, 0.0073, -0.0026, 0.005
Si, 0.0022, -0.0006, 0.0101
Si, 0.0022, -0.0005, 0.0114
Si, -0.0069, -0.0012, 0.0107
Si, 0.0016, 0.0015, 0.0109
Si, 0.0001, -0.0043, 0.0105
Si, 0.0059, -0.0049, 0.0088
Si, 0.0029, 0.0007, 0.0106
Si, 0.0029, 0.0008, 0.016
Si, -0.0035, 0.0045, 0.0085
Si, -0.0183, -0.0067, 0.0146
Si, -0.0077, 0.0038, 0.0113
Si, -0.0011, 0.0018, 0.0054
Si, 0.0016, 0.0007, -0.0007
Si, 0.0011, 0.0006, 0.0014
Si, 0.0003, -0.0008, 0.0017
Si, -0.0007, -0.0018, -0.0015
Si, 0.0001, -0.0016, -0.0014
Si, 0.0001, 0.0015, -0.0029
Si, -0.001, -0.0025, -0.0003
Si, -0.0001, -0.0011, 0.003
Si, -0.0003, 0.0003, 0.0041
Si, 0.0003, 0.0008, -0.0034
Si, 0.0005, -0.0003, -0.0008
Si, 0.0009, 0.001, -0.0008
Si, -0.0008, 0.0005, -0.0009
Si, -0.0012, 0.0021, -0.0041
Si, 0.0008, 0.0032, -0.005
Si, -0.0009, 0.0027, -0.0005
Si, 0.0009, 0.0028, -0.0033
Si, -0.0016, 0.0007, -0.0042
Si, -0.0021, 0.0009, -0.0019
Si, -0.0013, 0.001, 0.0016
Si, 0.0012, 0.0018, 0.0004
Si, 0.0037, 0.0004, -0.0046
Si, 0.0021, 0.002, -0.0028
Si, -0.0017, 0.0021, 0.0023
Si, -0.0006, 0, 0.0003
Si, 0.0012, -0.0027, 0.0024
Si, -0.0006, -0.0026, 0.0007
Si, -0.0002, -0.0011, 0.0011
Si, 0.0002, -0.0004, 0.0023
Si, -0.0003, -0.0013, 0.0009
Si, -0.0007, -0.0017, 0.0006
Si, 0.0021, -0.0027, 0.0011
Si, -0.001, -0.0013, 0.0014
Si, -0.0001, -0.0017, 0.0018
Si, -0.0008, 0.0016, 0.0022
Si, 0.002, 0.0031, 0.0004
Si, 0.0004, 0.0031, 0.0001
Si, 0.0025, 0.0008, -0.0006
Si, 0.0011, 0, -0.0025
Si, 0.0002, 0.0028, -0.0018
Si, 0.0024, 0.0007, -0.0014
Si, 0.0013, -0.0002, -0.0003
Si, 0.0019, 0.0007, -0.001
Si, -0.0005, 0.0007, -0.004
Si, 0.0013, 0.0012, -0.0019
Si, 0.0001, 0.0024, -0.0004
Si, -0.0002, 0.0007, -0.0029
Si, -0.0072, -0.007, 0.0013
Si, -0.0002, -0.0066, 0.0017
Si, -0.0085, -0.0022, 0.0027
Si, 0.0004, -0.0015, 0.0056
Si, 0.001, -0.0007, 0.0023
Si, -0.0023, 0.0001, 0.002
Si, 0.0001, -0.0016, -0.0018
Si, -0.004, -0.0011, 0.0047
Si, -0.0006, -0.0078, 0.0044
Si, -0.004, -0.0008, -0.0016
Si, -0.0055, -0.0017, 0.0011
Si, -0.0036, -0.0021, 0.003
Si, 0.0005, 0.0002, 0.0006
Si, -0.0011, 0.0022, 0.0046
Si, 0.0018, 0.0012, -0.0024
Si, 0.002, 0.003, -0.0008
Si, 0.0004, -0.0001, -0.0008
Si, 0.005, 0.0029, 0.0049
Si, -0.0009, -0.0024, 0.0024
Si, 0.0021, -0.002, 0.0043
Si, -0.0009, 0.003, -0.003
Si, -0.0022, 0.0025, -0.0032
Si, -0.0003, 0.0088, -0.0046
Si, 0.0078, 0.0054, 0.0021
Si, -0.0079, 0.0008, -0.0083
Si, -0.0116, -0.0032, -0.0102
Si, -0.0064, -0.0051, -0.0107
Si, 0.0069, 0.0017, -0.0108
Si, 0.0066, -0.0035, -0.0107
Si, -0.0036, 0.0008, -0.013
Si, -0.0057, 0.0019, -0.0109
Si, 0.0023, -0.0039, -0.0118
Si, 0.007, -0.0089, -0.0069
Si, -0.001, -0.0116, -0.0086
Si, 0.0175, -0.0084, -0.0003
Si, 0.0067, -0.0096, -0.0124
Si, 0.0132, 0.0049, 0.0209
Si, 0.004, -0.0014, 0.0093
Si, -0.01, 0.0034, 0.015
Si, 0.0006, -0.0037, 0.0222
Si, -0.0085, 0.0047, 0.0185
Si, 0.0112, 0.0009, 0.0159
Si, -0.0009, -0.0115, 0.0191
Si, -0.0076, 0.0019, 0.0077
Si, 0.0021, -0.0005, 0.0052
Si, 0.0041, 0.0063, 0.0073
Si, -0.0105, 0.007, 0.0176
Si, -0.0042, 0.0193, 0.029
O, 0.0004, -0.0047, 0.0113
O, -0.0023, 0.0047, 0.0066
O, 0.0054, 0.0013, 0.0011
O, 0.0018, 0.0069, 0.0081
O, 0.0102, 0.0181, -0.0032
O, -0.0145, -0.0019, -0.0049
O, -0.0046, -0.0041, -0.0005
O, -0.0065, -0.0009, 0.0023
O, 0.0008, 0.0024, 0.0011
O, -0.0052, 0.0007, -0.0097
O, 0.0224, -0.0034, -0.0145
O, 0.0029, 0.002, 0.0075
O, -0.0025, -0.0023, 0.0037
O, -0.0027, 0.0006, -0.0037
O, 0.0024, -0.0028, -0.0125
O, 0.0074, -0.0048, 0.0033
O, -0.0068, 0.0055, 0.0079
O, 0.0011, -0.0011, -0.0041
O, -0.0022, -0.0071, 0.0055
O, -0.0013, 0.0047, 0.0126
O, -0.0002, -0.0013, -0.0032
O, 0.0021, -0.0001, 0.0035
O, 0.0104, 0.0129, 0.0132
O, -0.001, 0.0018, -0.0039
Si, -0.0082, -0.0006, -0.0041
Si, 0, 0.0035, -0.0009
Si, 0.0013, -0.0024, -0.0113
Si, -0.0014, 0.0027, 0.0007
Si, -0.0023, 0.0038, -0.0017
Si, -0.0043, -0.0061, 0.0131
Si, -0.0044, -0.0013, 0.0022
Si, 0.0158, -0.0096, -0.003
Si, 0.0017, 0.0035, 0.0024
Si, 0.0042, 0.0027, -0.0015
Si, -0.0025, -0.0017, 0.0024
Si, 0.0007, -0.0045, 0.0066
Si, -0.0016, -0.0063, -0.0021
Si, 0.0027, -0.0022, 0.0019
Si, -0.0167, 0.0043, -0.0113
Si, 0.0065, -0.0017, 0.0013
Si, 0.005, -0.0106, 0.0001
Si, -0.0003, 0.0024, 0.0034
Si, 0.0007, -0.0014, -0.0119
Si, -0.0038, -0.0063, 0.0062
Si, 0.0005, 0.0026, -0.0102
Si, -0.0045, 0.0037, 0.0119
Si, 0.0011, 0.0025, -0.0046
Si, 0.0011, 0.0009, 0.0069
Si, -0.0139, 0.0036, 0.0169
Si, -0.0005, 0.0019, 0.006
Si, 0.008, -0.002, -0.0059
Si, -0.0009, -0.0051, -0.0044
Si, -0.012, -0.0073, 0.0058
Si, 0.0107, -0.0028, 0.0109
Si, -0.001, 0.0033, -0.011
Si, 0.0041, 0.0035, 0.004
Si, 0.0008, -0.0017, 0.0054
Si, -0.0065, 0.0023, -0.0038
Si, -0.0002, 0.0007, 0.0022
Si, -0.0039, -0.0029, -0.0012
Si, -0.0026, 0.0025, -0.0018
Si, -0.0006, -0.0025, -0.0087
Si, -0.0068, 0.0036, 0.0015
Si, -0.002, 0.0025, -0.0019
Si, -0.0021, 0.0006, 0.0032
Si, -0.0022, 0.0023, -0.0104
Si, 0.0023, 0.0014, 0.0075
Si, -0.0013, -0.0039, -0.0154
Si, 0.0044, 0.0006, -0.0119
Si, -0.0019, 0.0015, 0.0001
Si, -0.01, 0.0169, 0.0056
Si, 0.0098, 0.0037, 0.0085
Si, -0.0003, 0.0032, 0.0044
O, 0.0006, -0.0047, -0.0178
O, 0.0049, 0.0002, -0.0141
O, -0.0072, -0.0021, 0.004
O, 0.0005, 0.0007, -0.0071
O, 0.0019, 0.0096, -0.0164
O, -0.0027, 0.0068, -0.0063
O, -0.0002, -0.0001, -0.0005
O, 0.0006, 0.0015, -0.0045
O, 0.0005, -0.0061, -0.0029
O, 0.0012, -0.006, 0.0048
O, 0.0002, 0.0026, 0.0002
O, 0.0017, 0.003, 0.0004
O, 0, -0.0021, 0.0139
O, -0.0015, -0.0003, -0.0035
O, -0.0025, 0.003, 0.0143
O, -0.0015, 0.0016, 0.0107
O, 0.0043, -0.0025, -0.0135
O, -0.0044, 0.002, 0.0057
O, -0.0023, -0.0008, 0.0044
O, 0.0003, -0.0053, 0.0017
O, 0.0008, 0.0006, 0.0093
O, -0.0028, -0.002, -0.001
O, -0.0038, 0.0003, -0.0046
O, -0.0003, -0.0044, 0.0019
O, -0.0026, -0.0017, 0.0115
O, -0.0011, 0.0042, -0.0059
O, 0.0045, -0.0043, -0.002
O, 0.003, 0.0011, 0.0014
O, 0.0001, -0.003, -0.0056
O, -0.0014, -0.0051, -0.0005
O, -0.0045, 0.0007, -0.0015
O, -0.0067, -0.0054, 0.0118
O, 0.0036, -0.0061, -0.0037
O, 0.0009, 0.0093, -0.0027
O, 0.0013, 0.0015, -0.0018
O, 0.0044, 0, 0.005
O, -0.0037, -0.0017, -0.0039
O, 0.0014, 0.0018, 0.0002
O, -0.0048, -0.0007, -0.0174
O, -0.0067, -0.0005, 0.0003
O, 0.0012, 0.0017, 0.0031
O, -0.0017, 0.0017, -0.0005
O, -0.0026, -0.0039, 0.0021
O, -0.0006, 0.0056, -0.0054
O, -0.0015, -0.005, 0.0077
O, -0.002, -0.0028, -0.0023
O, 0.0109, -0.0175, -0.0004
O, 0.0027, -0.0034, 0.0028
O, 0.0033, 0.0042, -0.0015
O, 0.0086, -0.0041, -0.0097
O, 0.0047, 0.014, 0.0006
O, 0.0019, 0.0027, -0.0008
O, -0.0016, -0.0019, 0.0072
O, 0.0029, 0.0041, 0.0012
O, 0.0058, 0.0062, -0.0028
O, 0.0025, 0.0032, -0.0061
O, 0.0034, 0.0063, -0.0015
O, -0.0033, -0.0005, 0.0059
O, 0.0053, 0.0012, -0.0035
O, 0.0017, -0.0004, 0.0077
O, 0.0035, -0.0011, 0.012
O, 0.0062, -0.0003, -0.0062
O, -0.0032, -0.0041, 0.0045
O, 0.0067, -0.0085, 0.0061
O, 0.0004, -0.0053, 0.0008
O, -0.0026, 0.0022, -0.0002
O, -0.003, -0.0016, -0.0016
O, 0.0019, -0.0028, -0.0085
O, 0.0065, -0.0029, 0.0125
O, 0.0021, -0.0012, -0.0028
O, 0.0012, -0.0018, -0.0027
O, -0.0023, -0.0023, 0.0046
O, 0.0051, -0.0008, -0.007
O, 0.0039, -0.0036, 0.0073
O, -0.0049, -0.0023, 0.0012
O, 0.0011, -0.0009, 0.0013
O, 0.0006, 0.0009, -0.0022
O, -0.0057, -0.0067, 0.0008
O, -0.0003, 0.0047, -0.0009
O, -0.0007, 0, 0.001
O, -0.0049, -0.0034, -0.0137
O, -0.0052, 0.0035, -0.0116
O, -0.0006, 0.0024, -0.0014
O, -0.0007, -0.005, -0.0049
O, -0.0006, 0.0074, -0.0081
O, -0.0027, -0.0099, 0.0008

The program warned: the cutoff lies below the one the program advises for these potential files; the forces do not sum to zero within the program's tolerance; the exchange-correlation potential is rough where the density is thin.
